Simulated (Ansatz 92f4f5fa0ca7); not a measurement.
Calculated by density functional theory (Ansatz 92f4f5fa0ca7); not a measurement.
Periodic cell of 226 atoms, Si134O92, from a study of silicon, its oxide and their interface. The atomic structure is a simulated model.
Doubt: the cutoff is far below the 930 eV that the study's wrapper takes by default for these files, so forces and energies are approximate.

Settings
functional: PBE
potential files: Ansatz PAW
basis: plane waves
wave-function cutoff: 580 eV
density cutoff ratio: 5
exchange-correlation grid ratio: 1
k mesh: 1 x 1 x 1, Gamma-centred
self-consistency stop: 5e-08 eV per atom in the density residual
occupations: fixed
spin: none
net charge: 0

Cell vectors (angstrom)
a 10.938 0 0
b 0 10.938 0
c 0 0 32.4149

Atoms: element, x, y, z (angstrom)
Si 0.3714 -0.482 25.0007
Si 5.4677 -0.2776 24.7808
Si 2.4874 3.066 25.1694
Si 7.6426 2.7393 24.4597
Si 0.2145 5.2257 24.9275
Si 5.5897 5.1867 24.8815
Si 2.6596 8.1577 24.8476
Si 7.7896 8.4821 25.0674
Si 1.3859 1.2769 26.254
Si 6.6534 1.3231 26.0841
Si 4.0753 4.179 26.4253
Si 9.6931 4.1258 26.348
Si 1.3451 6.8119 26.2285
Si 6.741 6.786 26.2837
Si 4.0716 9.4644 26.213
Si 9.5342 9.5527 26.2757
Si 2.7852 -0.0327 27.623
Si 8.1665 0.0787 27.5575
Si 0.0389 2.6649 27.6701
Si 5.4565 2.7192 27.6246
Si 2.7039 5.5435 27.6946
Si 8.1983 5.4761 27.6202
Si -0.0268 8.1802 27.6281
Si 5.441 8.1718 27.6515
Si 4.1018 1.3673 28.9966
Si 9.5708 1.3673 28.9966
Si 1.3673 4.1018 28.9966
Si 6.8362 4.1018 28.9966
Si 4.1018 6.8362 28.9966
Si 9.5708 6.8362 28.9966
Si 1.3673 9.5708 28.9966
Si 6.8362 9.5708 28.9966
Si 0 0 30.3639
Si 5.469 0 30.3639
Si 2.7345 2.7345 30.3639
Si 8.2035 2.7345 30.3639
Si 0 5.469 30.3639
Si 5.469 5.469 30.3639
Si 2.7345 8.2035 30.3639
Si 8.2035 8.2035 30.3639
Si 1.3673 1.3673 31.7311
Si 6.8362 1.3673 31.7311
Si 4.1018 4.1018 31.7311
Si 9.5708 4.1018 31.7311
Si 1.3673 6.8362 31.7311
Si 6.8362 6.8362 31.7311
Si 4.1018 9.5708 31.7311
Si 9.5708 9.5708 31.7311
Si 2.7345 0 0.6835
Si 8.2035 0 0.6835
Si 0 2.7345 0.6835
Si 5.469 2.7345 0.6835
Si 2.7345 5.469 0.6835
Si 8.2035 5.469 0.6835
Si 0 8.2035 0.6835
Si 5.469 8.2035 0.6835
Si 4.1018 1.3673 2.0507
Si 9.5708 1.3673 2.0507
Si 1.3673 4.1018 2.0507
Si 6.8362 4.1018 2.0507
Si 4.1018 6.8362 2.0507
Si 9.5708 6.8362 2.0507
Si 1.3673 9.5708 2.0507
Si 6.8362 9.5708 2.0507
Si 0 0 3.418
Si 5.469 0 3.418
Si 2.7345 2.7345 3.418
Si 8.2035 2.7345 3.418
Si 0 5.469 3.418
Si 5.469 5.469 3.418
Si 2.7345 8.2035 3.418
Si 8.2035 8.2035 3.418
Si 1.3688 1.39 4.7818
Si 6.8429 1.3649 4.7082
Si 4.0088 4.1828 4.7399
Si 9.6318 4.0721 4.8178
Si 1.3529 6.8345 4.8621
Si 6.8868 6.8205 4.8146
Si 4.1349 9.5233 4.7948
Si 9.5218 9.6268 4.7153
Si 2.7367 -0.026 6.0912
Si 8.2191 0.0893 6.0943
Si 0.116 2.8073 6.2607
Si 5.4161 2.7377 5.9066
Si 2.7308 5.4933 6.3237
Si 8.1992 5.3407 6.1938
Si -0.0496 8.3251 6.0934
Si 5.5421 8.2134 6.1955
Si 3.9847 1.5341 7.2571
Si 9.8116 1.2222 7.4237
Si 1.782 3.7955 7.7518
Si 6.5677 4.1306 7.328
Si 4.4967 6.5531 7.5151
Si 9.4792 7.5979 7.8329
Si 1.0872 9.897 7.3981
Si 7.0267 9.5577 7.4822
O 5.5423 5.3215 7.8209
O -0.0401 0.0672 7.8899
O 2.9395 2.6337 7.8767
O 9.0219 6.0666 7.465
O 1.5176 9.339 24.4511
O 9.0413 3.1603 25.1688
O 6.707 9.582 24.4013
O 1.3649 4.0965 24.4837
O 8.1624 8.5287 8.1471
O 1.4932 4.1032 9.3668
O 1.5737 9.1982 8.8135
O 7.0221 3.3389 8.6881
O 10.3148 7.6316 9.2422
O 4.8121 0.8761 8.4993
O 4.171 7.0837 9.0296
O 9.234 1.8517 8.8283
O 4.668 0.3194 23.4002
O 8.0682 2.1204 23.0043
O 10.3031 5.6675 23.5643
O 6.6699 4.0654 24.2424
O 8.4521 7.6119 23.8658
O 3.5639 2.6127 24.01
O 3.4221 7.2988 23.5822
O 10.6525 0.123 23.6184
Si 8.0757 11.4701 15.3453
Si 6.7724 9.1435 13.7797
Si 11.5823 7.7236 16.7075
Si 5.0271 5.4346 16.0578
Si 11.512 3.0848 13.1986
Si 0.5305 3.4677 16.4212
Si 13.7698 7.1933 14.5186
Si 4.2289 3.7575 20.889
Si -2.4607 3.7683 12.4147
Si 4.1141 1.5028 14.8867
Si 8.8516 1.7373 21.6186
Si 7.8853 2.3241 9.6153
Si 12.7915 0.9222 16.7694
Si 13.2235 3.9977 10.8261
Si 2.7653 1.3685 12.1739
Si 8.8321 6.6569 13.4402
Si 14.5228 1.466 22.8632
Si 0.8042 8.1554 9.819
Si 11.465 0.5555 22.2675
Si 4.5226 9.3491 15.3799
Si 7.0086 3.131 19.5777
Si 10.8924 -0.8589 15.1615
Si 9.4928 -5.2573 16.4835
Si 11.028 8.7291 21.0165
Si 6.9556 5.9069 18.1992
Si 2.9081 4.7758 18.1674
Si 11.501 8.1929 12.7879
Si 6.7273 14.0953 14.7869
Si 7.0442 7.1341 21.1506
Si 14.6959 -0.935 18.2195
Si 2.2216 7.7995 19.1436
Si 14.2645 6.7925 10.3897
Si 6.6969 11.1957 18.1926
Si 4.4246 -1.3899 11.5528
Si 9.4411 6.857 22.8459
Si 4.5436 6.171 22.9768
Si 5.982 -0.0445 9.1623
Si 8.3167 -1.1658 20.3877
O 12.9906 0.9539 22.6569
O 5.4013 13.3108 15.2235
O 14.2647 3.9318 19.5213
O 9.8826 3.1694 13.0282
O 5.7438 6.3879 17.1943
O 5.6349 9.4479 12.6494
O 7.0044 0.9794 9.9666
O 4.5587 10.9037 14.9952
O 8.3321 3.1572 10.9253
O 14.4392 8.6567 14.3304
O 8.4599 0.1806 21.2921
O 10.201 7.2448 12.8316
O 3.7665 8.0374 11.3868
O 2.9784 1.817 15.9957
O 11.835 3.4534 14.7884
O 5.7258 6.9062 22.0918
O 14.3604 5.2214 10.9269
O 10.5113 1.7576 21.6567
O 9.949 15.0352 16.5542
O 8.3482 2.8006 20.4721
O 3.7194 1.905 13.3774
O 18.4813 -0.3665 14.0651
O 0.6067 12.8797 17.0558
O 14.8934 2.2514 21.4868
O 9.119 -4.8624 14.9421
O 8.3248 6.258 17.4322
O 6.3272 4.6506 15.38
O 1.2656 4.1421 12.1255
O 7.7042 -0.7435 18.9611
O 11.6469 -0.7284 21.2844
O 18.6709 7.8784 13.3931
O 12.1499 12.5313 12.7696
O 8.4361 16.3452 12.4602
O 3.4073 8.9123 19.3937
O 7.3262 -2.1949 21.1692
O -4.1941 6.6745 19.6159
O 1.5445 15.2296 17.4186
O 10.5222 -2.2054 16.0034
O 16.1048 -0.1999 18.4873
O 9.6823 0.2068 15.3527
O 3.9533 9.1049 16.8688
O 12.7506 7.1736 13.2201
O 7.9495 2.1731 15.3004
O 6.0058 8.7116 15.1682
O 2.9427 2.4733 10.9557
O 15.0139 6.1335 14.8707
O 11.6184 8.8248 11.2906
O 1.7466 6.8539 10.0015
O 3.9199 5.0021 21.9476
O 7.1918 11.0442 16.6502
O 7.1196 14.2557 13.2172
O 12.2692 -0.2315 15.7511
O 10.5137 7.9746 22.3571
O 10.7698 6.4221 17.1421
O 12.1834 7.7284 20.4432
O 7.1363 4.3008 18.4593
O 12.793 7.1494 15.7994
O 6.7113 12.7235 18.7253
O 11.2718 9.549 13.6731
O 8.4091 6.3353 21.6685
O 3.2875 -0.1754 11.8228
O 4.0462 -17.3394 17.0108
O 2.5684 11.1379 18.0558
O 9.7265 8.9961 20.0563
O 5.2138 -1.0469 10.1765
O 5.8279 3.6856 20.5624
O 2.7701 6.3339 18.6939
O 12.2246 8.4697 17.9844

Results
free energy: -137506.714 eV
free energy less fixed offsets of O -568.88, Si -635.61 eV per atom: 1.986 eV

Forces (eV/angstrom), in the order of the atoms: element, x, y, z
Si 0.0955 -0.1392 -0.209
Si 0.1589 0.0536 -0.1463
Si -0.0336 0.0569 -0.1001
Si -0.1496 0.0798 -0.0413
Si 0.041 -0.1464 0.0016
Si -0.115 0.0801 -0.0944
Si 0.0139 -0.0189 -0.0296
Si -0.016 0.1303 -0.1153
Si -0.0239 0.044 0.0909
Si 0.0251 -0.0031 0.008
Si 0.0792 0.1076 -0.0324
Si 0.0455 0.0201 0.0652
Si 0.1004 0.0585 0.0563
Si -0.1117 -0.1152 -0.0443
Si 0.0042 -0.0858 0.1154
Si -0.0861 0.0264 0.0653
Si -0.0453 -0.0099 -0.0533
Si 0.0161 -0.0381 -0.0041
Si 0.0312 0.042 -0.0528
Si -0.0172 -0.0819 -0.0195
Si -0.0827 -0.044 -0.0708
Si 0.0803 -0.0367 0.0074
Si 0.0071 0.0348 -0.0659
Si -0.0059 0.0921 -0.0085
Si 0.1712 -0.1733 0.0817
Si -0.337 -0.0318 0.1082
Si 0.1117 -0.089 0.1865
Si 0.0517 -0.1476 -0.1367
Si -0.2063 0.3525 0.6794
Si -0.0175 -0.1767 0.1281
Si 0.0102 -0.096 -0.1887
Si 0.0678 0.181 -0.412
Si -0.0946 -0.0892 -0.0518
Si -0.0452 0.0366 0.0027
Si 0.0086 0.0253 0.0043
Si 0.0525 0.0451 0.0076
Si -0.1205 -0.0607 0.0104
Si -0.0447 -0.063 -0.0343
Si 0.0521 -0.0218 0.0622
Si 0.0714 0.0312 -0.0345
Si -0.0179 0.0399 -0.0077
Si 0.0255 -0.0289 -0.031
Si 0.0211 -0.0066 -0.0047
Si 0.0049 -0.0308 -0.0149
Si 0.0445 0.0414 -0.0317
Si -0.039 0.0036 -0.0231
Si -0.0211 0.0067 -0.0163
Si 0.019 0.0052 0.0055
Si 0.0405 -0.0065 0.01
Si 0.0041 0.0275 0.0303
Si -0.0622 0.0428 -0.003
Si 0.0111 -0.0384 0.0164
Si -0.0111 -0.0437 0.0224
Si 0.0269 0.0074 0.0182
Si -0.0229 -0.0631 0.018
Si -0.0547 0.0634 -0.0093
Si -0.0209 0.0418 0.0408
Si 0.0878 0.0341 -0.071
Si 0.0119 -0.0654 -0.0413
Si 0.0141 0.0317 0.0561
Si 0.0832 0.01 -0.0311
Si -0.0051 0.0823 0.0437
Si -0.001 0.0501 0.0559
Si -0.0581 -0.1109 -0.0499
Si 0.023 0.3445 -0.2561
Si -0.0863 -0.3181 -0.2038
Si -0.2123 0.1205 -0.3011
Si 0.3969 0.115 -0.1283
Si 0.1504 0.0085 0.2517
Si 0.0078 0.2868 0.0315
Si -0.0411 -0.2626 0.2961
Si -0.1359 -0.0819 -0.2434
Si -0.0256 -0.0397 0.0284
Si -0.0107 0.0848 0.0393
Si 0.0512 0.0098 0.0933
Si -0.0188 0.0697 0.0419
Si -0.0447 0.0033 0.0414
Si 0.0063 -0.0509 -0.0124
Si -0.0942 0.0335 0.0106
Si 0.0822 -0.005 0.0577
Si 0.0186 0.0211 0.0022
Si -0.0243 -0.1108 0.0158
Si 0.057 0.0159 -0.0088
Si -0.0803 -0.0414 -0.0331
Si 0.0406 0.0504 -0.0536
Si 0.0773 0.0319 -0.0148
Si -0.0359 0.0193 0.0084
Si 0.0641 0.0212 0.034
Si 0.0339 -0.0195 -0.0263
Si 0.0748 -0.0193 0.0423
Si -0.0553 -0.0886 -0.0068
Si -0.0533 0.0775 0.1403
Si -0.0056 -0.0549 -0.0627
Si 0.0291 0.0377 -0.0576
Si -0.1042 0.0211 -0.0535
Si -0.0031 0.0686 0.0813
O 0.0901 -0.0878 -0.0022
O 0.0562 -0.0159 -0.0097
O -0.0063 -0.0108 0.0039
O -0.0003 -0.0115 0.0197
O 0.0531 -0.0468 0.0367
O -0.0337 -0.0616 -0.0005
O -0.089 0.0585 0.055
O -0.056 0.0426 0.0184
O -0.0416 0.0092 -0.0823
O 0.0041 0.024 0.0161
O -0.0154 -0.0329 0.025
O 0.0301 -0.0015 -0.0771
O 0.0349 -0.0061 0.0331
O -0.0037 0.0303 -0.0426
O -0.0046 0.0113 0.0212
O -0.0497 0.0478 0.0079
O -0.0425 -0.0036 0.0266
O 0.038 -0.0128 -0.0208
O 0.0022 0.009 0.0229
O 0.0463 -0.0982 0.114
O -0.0226 0.0251 0.1031
O -0.0509 -0.0585 0.0789
O -0.0132 -0.0096 -0.045
O 0.0039 -0.0075 0.1045
Si -0.018 -0.0121 0.0031
Si 0.0058 -0.0019 0.0077
Si 0.0115 0.0052 0.0064
Si 0.0002 0.0037 0.0203
Si -0.0028 -0.0019 -0.0268
Si 0.0076 -0.0012 -0.003
Si -0.0077 0.0077 0.0067
Si 0.0197 0.0098 -0.0092
Si 0.0076 -0.0094 0.004
Si -0.0019 -0.0021 -0.0353
Si -0.003 -0.0285 -0.0661
Si -0.0298 0.0085 0.0221
Si 0.0147 -0.0171 0.015
Si 0.0019 -0.0014 0.0663
Si 0.0061 0.013 0.0184
Si 0.0127 0.0035 0.0021
Si 0.0343 0.0183 -0.0577
Si 0.0097 0.0114 0.0101
Si -0.0048 -0.0087 -0.0561
Si -0.0002 0.0085 0.0089
Si -0.0189 -0.0037 0.0196
Si 0.0071 -0.014 -0.007
Si -0.0203 0.0108 0.0005
Si -0.0323 0.0177 -0.0483
Si -0.0071 0.0032 0.0512
Si 0.0224 0.0039 0.0367
Si -0.0042 -0.0157 0.0166
Si -0.0014 0.0028 -0.0119
Si -0.0199 0.0091 -0.0397
Si 0.0116 -0.0027 -0.0009
Si -0.0005 -0.0074 0.0076
Si 0.0032 -0.0029 0.0499
Si 0.0152 -0.0002 0.0395
Si 0.0118 0.0302 -0.0233
Si -0.0135 -0.0077 -0.0667
Si 0.015 -0.0131 0.1224
Si 0.0028 -0.0664 -0.0015
Si 0.0018 -0.0039 -0.0303
O 0.0476 0.0083 0.0552
O 0.0035 0.0032 0.0052
O -0.0078 0.0043 -0.0187
O 0.0003 0.0028 0.0019
O -0.0113 -0.0114 -0.0185
O -0.0033 0.0037 0.0023
O 0.0346 0.0424 -0.0223
O -0.0085 -0.006 0.0008
O -0.0153 -0.0112 -0.0599
O -0.0073 -0.0054 0.0006
O 0.0006 0.0226 0.0351
O 0.0031 -0.008 0.0048
O -0.0072 -0.015 -0.0159
O -0.0012 0.0035 -0.0034
O 0.0017 0.0003 0.0187
O 0.0376 0.0355 -0.0127
O 0.004 0.0013 -0.0299
O -0.0143 0.0055 0.0395
O -0.0001 0.0076 0.0025
O -0.0067 0.0009 0.02
O -0.0033 -0.0069 0.0173
O 0.0064 -0.0014 0.0007
O 0.0014 0.0089 0.0006
O 0.002 -0.0105 0.0186
O -0.0012 -0.0025 0.006
O 0.0217 -0.0068 -0.011
O -0.0032 -0.0097 -0.002
O 0.0004 0.0001 -0.0065
O -0.0083 0.01 -0.0176
O 0.0042 -0.0074 0.0392
O 0.0052 -0.0024 -0.0006
O 0.0053 0.001 0.0055
O 0.0035 0.0022 -0.0002
O 0.0027 0.005 -0.0048
O -0.0037 -0.0018 0.0329
O 0.0064 -0.0089 -0.0216
O -0.0113 -0.0123 -0.0101
O -0.0054 0.0021 0.0044
O -0.0126 0.0002 -0.0042
O 0.0072 -0.0001 0.0005
O 0.0051 0.0038 0.0089
O 0.0021 0.0118 0.004
O 0.0011 0.0017 0.0032
O 0.0067 0.0039 0.0044
O 0.0049 -0.0039 -0.0155
O -0.0014 -0.0004 0.001
O -0.0016 -0.0125 -0.0171
O -0.0128 0.0122 -0.0252
O -0.0108 -0.033 -0.0056
O 0.015 -0.0011 -0.0204
O 0.0055 0 0.0044
O 0.002 0.0097 -0.0008
O 0.0192 0.0059 0.0227
O -0.0013 -0.0063 -0.001
O 0.0095 -0.0061 0.0144
O 0.0005 -0.0037 -0.0003
O -0.0029 -0.0084 -0.0063
O -0.0017 -0.0004 -0.008
O -0.0002 0.0083 -0.0003
O 0.0134 -0.0099 0.0358
O -0.0008 -0.0027 -0.0064
O 0.0005 0.0047 -0.0062
O -0.0089 0.0044 -0.0033
O 0.0158 -0.007 0.018
O -0.015 -0.0053 0.0177
O 0.0055 -0.0139 0.0044
O -0.0018 -0.0006 -0.0039
O 0.0017 0.0016 -0.0131

The program warned: the cutoff lies below the one the program advises for these potential files; the forces do not sum to zero within the program's tolerance; the exchange-correlation potential is rough where the density is thin.
